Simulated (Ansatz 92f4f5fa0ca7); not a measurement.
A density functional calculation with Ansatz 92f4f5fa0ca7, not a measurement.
Periodic cell of 255 atoms, Si165O90, from a study of silicon, its oxide and their interface. The atomic structure is a simulated model.
Doubt: the cutoff is far below the 930 eV that the study's wrapper takes by default for these files, so forces and energies are approximate.
This geometry differs little from another in the collection (a relaxation step or a small displacement).

Settings: functional PBE; potential files Ansatz PAW; basis plane waves; wave-function cutoff 580 eV; density cutoff ratio 5; exchange-correlation grid ratio 1; k mesh 1 x 1 x 1, Gamma-centred; self-consistency stop 5e-08 eV per atom in the density residual; occupations fixed; spin none; net charge 0.

Cell vectors (angstrom)
a 10.938 0 0
b 0 10.938 0
c 0 0 37.7005

Atoms: element, x, y, z (angstrom)
Si 0 0 0.683
Si 5.469 0 0.683
Si 2.7345 2.7345 0.683
Si 8.2035 2.7345 0.683
Si 0 5.469 0.683
Si 5.469 5.469 0.683
Si 2.7345 8.2035 0.683
Si 8.2035 8.2035 0.683
Si 1.3673 1.3673 2.0503
Si 6.8362 1.3673 2.0503
Si 4.1018 4.1018 2.0503
Si 9.5708 4.1018 2.0503
Si 1.3673 6.8362 2.0503
Si 6.8362 6.8362 2.0503
Si 4.1018 9.5708 2.0503
Si 9.5708 9.5708 2.0503
Si 2.7345 0 35.649
Si 8.2035 0 35.649
Si 0 2.7345 35.649
Si 5.469 2.7345 35.649
Si 2.7345 5.469 35.649
Si 8.2035 5.469 35.649
Si 0 8.2035 35.649
Si 5.469 8.2035 35.649
Si 4.1018 1.3673 37.0162
Si 9.5708 1.3673 37.0162
Si 1.3673 4.1018 37.0162
Si 6.8362 4.1018 37.0162
Si 4.1018 6.8362 37.0162
Si 9.5708 6.8362 37.0162
Si 1.3673 9.5708 37.0162
Si 6.8362 9.5708 37.0162
Si -4.4194 0.5213 26.2856
Si 2.4487 2.2608 27.6425
Si 2.7363 5.586 30.0747
Si 13.2325 -1.6324 24.7392
Si -1.305 6.9661 31.3949
Si 3.6179 9.2336 28.8935
Si 7.2095 4.6538 22.3
Si 13.5765 10.8953 30.2978
Si 1.3934 4.2199 31.5338
Si 4.3094 -2.6493 22.7162
Si 3.8661 -0.3533 26.9443
Si 10.9868 4.5208 16.0036
Si -2.5734 11.0109 30.2317
Si 8.5497 7.5026 26.1597
Si 4.0737 12.3225 31.5424
Si 11.3956 14.1497 18.0679
Si 5.4784 -2.684 30.0323
Si 6.879 -1.3476 31.4475
Si 4.8216 5.1651 26.9417
Si 6.9134 6.8512 28.7027
Si 2.2601 8.8252 18.703
Si 7.2504 0.2391 19.5737
Si -1.5512 4.5378 26.1663
Si 6.6143 3.3981 25.0938
Si 3.7927 3.968 28.7115
Si 9.5729 1.3988 31.7384
Si -1.6433 3.8566 29.1124
Si 6.7602 4.1886 31.5952
Si 4.1739 6.8497 31.4917
Si 11.0016 8.4141 29.8916
Si 1.297 9.5354 31.6169
Si 2.2146 6.6989 26.4035
Si 0.0005 -0.012 33.0153
Si 5.4916 0.0075 32.8625
Si 2.7235 2.7787 32.9047
Si 8.1429 2.791 32.9579
Si -0.0139 5.5585 32.8633
Si 5.4468 5.5295 32.974
Si 2.7535 8.1767 32.8874
Si 8.2238 8.2248 32.8488
Si 1.3853 1.3895 34.2976
Si 6.8212 1.366 34.2886
Si 4.0993 4.111 34.2944
Si 9.5775 4.1445 34.2637
Si 1.3795 6.8429 34.2788
Si 6.8689 6.8686 34.2801
Si 4.1119 9.5736 34.2522
Si 9.5476 9.5561 34.3014
Si 2.7124 -0.0211 3.4131
Si 8.2021 -0.0235 3.4159
Si -0.0041 2.7064 3.4135
Si 5.4506 2.7239 3.4162
Si 2.724 5.4295 3.4144
Si 8.182 5.4596 3.4142
Si -0.0187 8.1892 3.414
Si 5.4687 8.1763 3.4156
Si 4.077 1.3441 4.7708
Si 9.5776 1.3295 4.781
Si 1.3817 4.0308 4.7894
Si 6.8236 4.0817 4.7809
Si 4.1216 6.7651 4.7632
Si 9.5488 6.8177 4.7794
Si 1.3614 9.5287 4.783
Si 6.8761 9.5018 4.7809
Si -0.0144 -0.0571 6.1688
Si 5.4762 -0.0501 6.0525
Si 2.7232 2.6567 6.2219
Si 8.2069 2.7152 6.1131
Si -0.0306 5.4016 6.0786
Si 5.4639 5.4139 6.1969
Si 2.7229 8.0934 6.0919
Si 8.2146 8.1415 6.2369
Si 2.1126 1.9826 12.1906
Si 5.5413 2.6305 8.8825
Si 3.6258 7.1611 9.8884
Si 8.2258 5.3474 9.0213
Si 1.3518 6.6995 7.4481
Si 8.7116 8.8359 12.2734
Si 6.8574 6.7286 7.6146
Si 5.4671 8.1684 8.8651
Si 6.5562 4.6861 17.3174
Si 8.1777 0.0226 8.8476
Si 2.7807 -0.2399 8.7565
Si 2.6268 5.3304 8.9032
Si -1.0967 6.5673 10.3182
Si 4.6719 10.1422 20.3113
Si -4.3462 9.8067 10.1535
Si 2.609 3.6684 20.2299
Si -0.0867 2.6946 8.9255
Si 4.3048 0.9636 10.005
Si 4.1111 4.0207 7.5891
Si 8.1551 5.5487 -7.4635
Si 6.346 3.4673 13.2128
Si 9.611 9.5134 7.6057
Si 0.086 8.0469 8.897
Si 6.8283 12.2522 7.4045
O -11.9301 26.2568 27.6895
O 6.0101 10.1167 19.3645
O -2.7731 -30.048 28.592
O -22.3703 -7.1638 25.1974
O 22.6779 0.9919 12.1586
O 1.6351 14.4308 11.7407
O -12.2455 -24.115 25.9103
O 23.8117 18.4001 19.5573
O -14.5622 -12.6732 11.5094
O -15.9056 -17.0365 18.8137
O 27.4138 23.928 13.1303
O -14.5546 18.5203 25.093
O -9.0031 -15.3205 12.8614
O -14.1926 8.7473 22.7317
O 4.256 -10.1854 20.6019
O 5.5054 18.2505 23.2187
O 6.3984 1.7994 25.2852
O 6.5357 34.5364 19.8221
O 16.1958 -11.438 26.0795
O 5.8337 8.5712 14.8393
O 6.1261 -16.0142 27.6453
O -9.1336 24.6211 26.2037
O -9.395 18.821 15.083
O 5.3381 37.0575 25.677
Si -1.461 10.2904 26.283
Si -12.9043 6.8056 20.0204
Si -9.9657 12.0369 29.0638
Si -6.5696 12.2207 13.9733
Si -6.1352 -8.4189 16.6957
Si 8.974 13.4034 14.6533
Si -16.9774 12.8691 19.677
Si -15.9546 16.8059 20.0675
Si -14.7711 -3.508 23.4881
Si 1.3326 12.2055 7.5954
Si -12.7794 23.6172 10.2058
Si 19.8524 -4.4508 17.0274
Si -3.6197 14.4264 10.2172
Si -17.2513 5.0447 15.2934
Si 7.0664 23.5431 29.1666
Si -9.0181 -14.473 28.7074
Si -1.2333 -6.4555 20.5856
Si -10.9917 10.9846 23.6204
Si -29.7959 -4.2292 20.5455
Si -0.8056 -11.4907 28.6656
Si -1.373 -6.8571 7.4925
Si 4.1533 9.4444 7.3634
Si 13.4689 9.0404 15.774
Si -10.1209 -7.9783 22.465
Si -10.2799 10.9085 17.2523
Si -9.9038 15.1689 10.3674
Si -9.8038 -17.9914 25.2564
Si -0.0171 -8.1903 30.3795
Si 2.0141 6.4116 14.515
Si -39.3575 31.0289 14.2945
Si 1.9598 8.8706 10.0628
Si -11.776 -21.1142 12.156
Si -13.0845 9.4016 21.7304
Si -2.313 -21.704 16.7043
Si 13.7425 -3.2734 12.0066
Si -14.4377 -2.2612 15.1757
Si -5.5932 2.8571 30.1966
O 27.2168 37.3644 13.9089
O -0.8107 -0.4506 16.6876
O -2.8223 -16.7931 17.3062
O -18.9996 1.9156 13.6508
O -24.9034 65.3614 26.0369
O 7.9322 -17.9948 25.9155
O -43.8131 16.3204 10.8939
O 9.7836 21.017 12.1425
O -16.9163 -1.5631 21.6978
O -9.6485 20.9968 23.7124
O 23.4928 14.5976 23.7172
O 5.433 -21.9352 10.6949
O -18.591 1.5178 11.1691
O 6.7483 -17.9127 11.7224
O -1.5876 -3.7901 18.4518
O -25.1239 3.3032 14.1154
O 0.1862 34.3452 22.9747
O -15.5523 -7.8065 16.8642
O 4.695 -20.5105 15.5726
O -3.3158 31.9934 15.9083
O -19.3157 -22.5206 26.0023
O 14.0417 18.382 22.0025
O 7.8238 38.8583 22.9537
O -30.9359 13.5835 21.2685
O -13.2769 1.6287 15.9916
O -16.1231 16.6117 16.2913
O 1.7831 7.8722 25.3375
O -24.8436 -3.2723 27.688
O -29.2291 -4.7151 14.9297
O 43.5176 4.06 21.8388
O 9.3673 -4.8037 25.885
O -9.2013 21.4317 16.0508
O 5.8596 37.8575 21.4717
O 4.5486 -15.1316 19.9203
O 9.8945 -33.6048 22.6496
O -1.6058 -3.4788 11.6279
O -42.269 -16.5364 25.8876
O 19.0968 -0.342 20.7982
O -9.8993 9.9104 18.518
O -21.3172 -9.3645 17.6785
O -6.9825 -35.4881 12.9718
O -8.0632 -2.5288 17.2514
O -2.5928 19.5106 13.8303
O -7.2265 12.1788 27.3234
O 8.154 33.1559 18.2448
O -13.6268 3.9881 21.2175
O -4.5042 11.8897 27.8393
O -12.4438 19.0816 20.8762
O -30.8951 36.3833 18.7473
O -29.1127 9.0745 23.9812
O -7.0945 -26.4412 26.3684
O -17.9602 91.3033 16.1335
O -11.5481 -21.6636 25.1655
O 26.3597 10.6467 13.6366
O 21.0812 -7.41 15.017
O 6.8121 36.441 23.4914
O -13.8906 18.4453 16.1748
O -8.4552 27.0743 20.7637
O 23.1773 5.0684 15.0816
O 4.1956 3.2975 20.1923
O -34.2675 1.4166 13.5216
O 3.4394 9.5163 19.5321
O -22.572 16.9091 16.2606
O 21.1646 -18.2411 19.2215
O 4.4177 12.7387 18.1015
O 7.2938 17.7108 20.0668

Results
free energy: -156076.924 eV
free energy less fixed offsets of O -568.88, Si -635.61 eV per atom: -2.074 eV

Forces (eV/angstrom), in the order of the atoms: element, x, y, z
Si 0.0636 0.0262 -0.0146
Si 0.0345 0.0177 -0.0008
Si 0.0369 -0.0456 -0.0095
Si 0.0304 0.0032 0.0195
Si 0.0074 0.0001 -0.0026
Si 0.0204 0.0185 -0.0096
Si 0.0604 0.0014 -0.0022
Si 0.0254 0.0101 -0.0121
Si -0.0372 -0.1129 -0.1118
Si -0.0562 -0.102 0.0772
Si -0.0187 -0.0986 -0.149
Si 0.0071 -0.0345 0.0862
Si -0.0155 -0.1218 0.0742
Si -0.02 -0.0827 -0.1559
Si 0.0305 -0.0565 0.0625
Si 0.0173 -0.0247 -0.1139
Si 0.2324 0.0415 -0.0796
Si -0.1288 0.0165 0.0808
Si -0.0527 0.207 -0.0919
Si -0.0899 -0.0258 0.0809
Si -0.119 -0.0288 0.0886
Si 0.069 0.1355 0.0376
Si 0.0137 -0.082 0.0174
Si 0.0895 0.169 -0.0961
Si -0.022 -0.0149 0.0326
Si -0.0501 -0.0003 -0.025
Si -0.025 0.0082 0.0319
Si -0.0244 -0.02 -0.0153
Si -0.0107 -0.0446 -0.0355
Si 0.0072 -0.04 0.033
Si -0.0699 0.0177 -0.0362
Si -0.0684 0.0482 0.0388
Si 0.067 -0.0124 -0.024
Si -0.0207 0.0003 -0.0952
Si -0.0181 0.0582 0.0567
Si 0.0141 0.0509 0.0179
Si 0.0473 0.0625 -0.0833
Si -0.0312 -0.0286 -0.0118
Si -0.0729 0.0212 0.195
Si 0.0287 -0.0086 0.0849
Si -0.002 0.0451 -0.0451
Si 0.0076 0.0516 -0.001
Si -0.0812 -0.1441 0.1184
Si 0.0225 0.1241 -0.1042
Si 0.1043 -0.0507 0.0289
Si -0.0236 0.0338 -0.0022
Si -0.0149 -0.019 -0.0421
Si 0.0798 -0.0444 0.1388
Si -0.0192 -0.0277 -0.0232
Si -0.0086 -0.0155 -0.0459
Si 0.0311 -0.0165 0.1256
Si 0.0686 0.101 -0.2321
Si 0.1526 0.029 -0.0248
Si -0.0659 -0.0713 0.0054
Si -0.0002 0.0042 0.0119
Si 0.1439 -0.0125 0.054
Si 0.0073 -0.124 0.0103
Si 0.042 0.043 0.0333
Si 0.0688 -0.0882 -0.2745
Si -0.0419 -0.0332 0.0277
Si 0.024 0.0167 -0.0158
Si -0.0221 -0.0015 -0.0085
Si 0.0599 0.0757 -0.0518
Si -0.0357 0.122 0.1263
Si -0.0223 0.0072 -0.0285
Si -0.0031 0.0316 -0.01
Si 0.0487 0.0168 -0.0489
Si -0.0197 -0.0051 0.0079
Si 0.0222 0.0163 -0.0045
Si 0.0515 -0.0262 -0.0353
Si -0.0137 0.0067 -0.0388
Si -0.0165 0.0014 -0.0239
Si -0.0193 -0.0106 0.0039
Si -0.0059 0.0101 -0.0167
Si 0.0151 -0.0152 0.0021
Si -0.0271 0.0125 -0.0144
Si 0.0202 -0.0119 -0.0144
Si 0.0033 -0.0315 -0.0051
Si -0.0036 -0.0094 -0.0277
Si -0.0031 0.0382 0.0167
Si -0.0063 -0.009 0.003
Si 0.0133 0.0161 0.0085
Si 0.0112 -0.0225 0.0072
Si 0.007 0.0151 0.0029
Si 0.0254 0.0127 -0.0007
Si -0.0197 0.0137 -0.0013
Si 0.0135 0.0164 0.0082
Si -0.0192 -0.0017 0.0025
Si -0.012 -0.0216 0.0156
Si -0.0079 0.0035 0.0306
Si -0.0083 0.0063 0.0188
Si 0.004 -0.0103 0.0215
Si -0.0319 0.0016 0.0358
Si 0.0078 -0.0085 0.0029
Si 0.0082 -0.007 0.0436
Si -0.0176 -0.0104 0.0256
Si 0.0015 0.0134 0.0372
Si -0.0196 -0.0005 0.0235
Si 0.0096 -0.014 -0.0344
Si -0.0139 -0.0157 0.0227
Si 0.014 0.0318 0.0346
Si -0.0258 0.0058 0.0079
Si 0.0379 -0.0433 0.0442
Si 0.0106 0.0033 -0.0318
Si 0.0581 0.0915 -0.2133
Si 0.0246 -0.0418 -0.0101
Si 0.0923 -0.1176 0.3203
Si 0.0808 -0.0126 -0.0066
Si -0.079 -0.0872 -0.1017
Si -0.0592 -0.0603 -0.2946
Si -0.0021 0.0272 0.0733
Si 0.0902 0 -0.0982
Si -0.088 0.0419 0.0096
Si 0.012 0.0512 -0.0049
Si -0.1361 0.039 -0.0477
Si -0.0798 -0.1826 -0.0774
Si 0.1283 0.0523 0.0167
Si -0.0116 -0.0212 0.0781
Si -0.1019 0.067 0.1584
Si 0.02 -0.0379 0.1324
Si -0.0032 -0.0032 0.0319
Si -0.0102 -0.1378 0.2176
Si -0.0559 0.0295 0.0581
Si -0.026 0.0222 0.0419
Si -0.1022 -0.0364 0.1103
Si -0.015 -0.0805 0.0971
Si -0.166 0.0609 -0.081
Si 0.0133 -0.0629 -0.0152
O 0.0292 -0.0096 0.1264
O 0.0078 -0.002 0.0057
O -0.0438 -0.0611 0.2488
O -0.0519 -0.023 -0.0303
O 0.004 -0.0899 0.0595
O -0.0042 -0.0188 0.014
O 0.0011 -0.0542 -0.0386
O -0.0758 -0.0205 -0.0317
O 0.0091 -0.0184 -0.0119
O 0.0189 0.006 0.0549
O -0.006 -0.0663 -0.039
O -0.0353 -0.0186 -0.0399
O -0.2534 -0.1816 0.4054
O 0.0148 0.0053 -0.0129
O 0.0216 0.0364 -0.053
O -0.0102 -0.0099 0.0127
O -0.0395 -0.0181 0.0089
O -0.007 0.0301 0.0272
O 0.0681 0.0221 -0.0685
O 0.0507 0.0397 0.0026
O -0.0997 -0.0178 0.0463
O 0.0382 0.0455 0.028
O -0.0253 0.1286 0.0787
O -0.0589 0.057 -0.0155
Si 0.1135 0.0454 0.1765
Si -0.2309 0.2698 -0.0761
Si -0.0536 -0.1443 -0.0826
Si 0.0606 0.0655 0.0414
Si 0.0411 0.0209 0.0241
Si -0.0474 -0.0708 -0.047
Si 0.048 -0.0872 -0.0218
Si 0.002 0.0311 -0.0536
Si 0.0217 0.0321 0.0003
Si 0.0486 0.0579 0.0835
Si 0.0243 -0.039 -0.0364
Si -0.1145 -0.0203 -0.0291
Si -0.0207 0.0193 0.08
Si -0.003 0.0752 0.003
Si -0.0048 0.1236 -0.3629
Si 0.046 0.097 0.046
Si 0.1333 -0.3074 0.2218
Si -0.013 -0.0457 0.1211
Si 0.148 0.0875 0.0999
Si 0.0053 0.0105 0.0467
Si 0.0476 -0.0149 0.045
Si 0.0287 0.0101 -0.0727
Si -0.181 -0.0907 0.159
Si 0.0043 -0.0416 0.1155
Si -0.0102 -0.0018 -0.02
Si 0.0019 0.0906 -0.1068
Si 0.0616 0.0294 0.106
Si -0.0571 0.019 0.0648
Si 0.0606 0.1287 -0.4172
Si -0.0307 -0.0885 -0.3447
Si -0.1438 0.1851 0.3018
Si -0.1478 0.1814 -0.2215
Si -0.0391 0.0389 0.1183
Si -0.1122 0.0115 0.0261
Si 0.1674 -0.0533 -0.8277
Si -0.0946 0.0329 0.0283
Si -0.0468 0.0014 0.0594
O 0.0298 0.0164 -0.0015
O 0.0559 -0.0537 0.0046
O 0.0187 -0.0352 0.0189
O -0.0871 -0.0247 -0.0455
O -0.1038 0.0563 -0.0485
O -0.0439 -0.0108 -0.0471
O 0.0378 -0.0301 -0.2429
O 0.1031 -0.0314 0.0795
O -0.0056 -0.0094 0.0194
O 0.0099 -0.0248 -0.0174
O -0.0043 -0.0015 -0.0627
O 0.0057 0.0149 -0.2894
O 0.0164 0.0818 0.0767
O 0.1138 -0.0154 -0.1431
O 0.0707 0.0006 0.0407
O 0.0376 0.0192 -0.0108
O 0.0051 0.058 -0.0602
O 0.0129 -0.0024 0.0107
O -0.0165 -0.0215 -0.0291
O 0.0298 -0.0173 -0.0481
O -0.0243 -0.0467 0.0128
O -0.0268 -0.0388 -0.0527
O 0.0276 -0.0172 -0.0222
O 0.0375 0.0221 -0.0503
O 0.0141 0.0266 0.0324
O 0.0005 -0.0292 -0.0276
O 0.0031 -0.0994 -0.0458
O -0.0588 -0.0157 0.2459
O 0.0974 -0.1119 0.1712
O -0.0084 0.0231 -0.085
O -0.0187 -0.0264 -0.0417
O 0.0001 -0.0524 0.0079
O 0.0268 -0.0432 -0.0233
O -0.0414 -0.0359 -0.033
O -0.0253 -0.0142 -0.0676
O -0.0633 0.0402 0.0565
O 0.0216 0.0136 -0.0186
O 0.0111 0.0207 -0.0128
O -0.0443 0.0262 0.0189
O 0.028 0.0322 0.0385
O 0.3821 0.3808 0.5577
O -0.0541 0.0448 0.0243
O 0.029 -0.0177 0.0231
O -0.0219 -0.0122 0.0646
O 0.0528 0.031 -0.0159
O 0.03 0.0377 -0.0932
O -0.0104 0.0318 0.1213
O 0.0175 -0.0636 -0.0813
O -0.1095 -0.0054 -0.0499
O 0.0306 -0.0127 -0.0189
O -0.0147 -0.0595 -0.0096
O -0.0367 -0.0259 0.0055
O -0.0052 0.0082 -0.0318
O 0.0578 0.0246 0.0108
O 0.066 0.0953 0.0282
O -0.0041 0.0009 -0.0158
O 0.0448 0.0207 -0.0331
O -0.0421 0.0166 -0.0185
O -0.1116 -0.0493 0.0036
O -0.0333 0.0368 0.0016
O 0.0583 -0.0416 0.0421
O -0.0691 -0.0121 -0.0031
O 0.0716 -0.0403 -0.0093
O 0.0295 0.0032 -0.0458
O -0.0158 0.0341 -0.0291
O 0.1174 -0.0189 -0.0078

The program warned: the cutoff lies below the one the program advises for these potential files; the forces do not sum to zero within the program's tolerance; the exchange-correlation potential is rough where the density is thin.
